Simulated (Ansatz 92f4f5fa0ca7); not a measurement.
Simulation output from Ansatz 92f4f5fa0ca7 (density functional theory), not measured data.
Periodic cell of 216 atoms, Si120O64H32, with a vacuum gap, from a study of silicon, its oxide and their interface. The atomic structure is a simulated model.

Settings: functional r2SCAN; potential files Ansatz PAW; basis plane waves; wave-function cutoff 800 eV; density cutoff ratio 5; exchange-correlation grid ratio 1; k mesh 1 x 1 x 1, shifted by 0.5 0.5 0 of a step; self-consistency stop 1e-11 eV per atom in the density residual; occupations fixed; spin none; net charge 0; applied field sawtooth along c, amplitude +0.015 V/angstrom in the program's sign convention, ramp centred at 0.9874 of c and 0.0252 of c wide, no dipole correction.

Cell vectors (angstrom)
a 10.888 0 0
b 0 10.888 0
c 0 0 39.6586

Atoms and the computed forces on them: element, x, y, z (angstrom), force x, y, z (eV/angstrom)
Si 0.3084 -0.0437 25.9694 0.0026 -0.0042 0.0404
Si 3.0184 2.6794 26.0628 0.0036 -0.009 0.0442
Si -0.2865 5.904 25.9043 -0.0114 0.0012 0.0568
Si 2.5135 8.6251 25.9593 -0.0038 0.0014 0.0357
Si 5.1364 0.3449 26.0782 -0.0047 0.0093 0.0552
Si 7.8417 3.0764 26.0609 -0.0006 0.0025 0.0361
Si 5.8559 5.4599 26.0864 -0.0011 -0.0016 0.0398
Si 8.459 8.24 25.8931 0.0066 -0.0121 0.059
Si 1.416 1.5131 27.3197 0.0093 -0.0037 -0.0147
Si 4.1681 4.2892 27.2917 0.0107 -0.0047 -0.0096
Si 1.3575 6.9682 27.2018 -0.0037 0.0092 -0.0092
Si 4.0368 9.6623 27.394 -0.0086 0.0061 -0.0113
Si 6.752 1.4783 27.3565 -0.0039 0.0093 -0.0189
Si 9.5333 4.2303 27.2244 -0.009 0.0037 -0.0161
Si 6.9494 7.0417 27.3462 0.0072 -0.0107 -0.0173
Si 9.6112 9.7065 27.2892 0.0101 -0.0032 -0.012
Si -0.0222 2.8383 28.6015 -0.0042 -0.0004 0.0081
Si 2.7059 0.1327 28.7551 0.005 0.0038 0.0083
Si 0.0182 8.2722 28.6615 -0.0086 0.0011 0.0081
Si 2.706 5.5795 28.5804 -0.0057 -0.0017 0.0136
Si 5.4169 2.8472 28.7206 -0.0017 -0.0048 0.0056
Si 8.1708 0.1067 28.6295 -0.0074 0.0019 0.0115
Si 5.4402 8.2615 28.6554 -0.0027 0.0028 0.0162
Si 8.2367 5.5821 28.6921 -0.0025 0.0055 -0.0001
Si 1.3737 4.1685 29.9544 0.0129 -0.0056 0.034
Si 4.0877 1.4644 30.0827 0.0104 0.0011 -0.0025
Si 1.3601 9.5984 30.0516 0.0175 0.0021 0.0206
Si 4.0769 6.8734 29.9857 0.0166 0.0083 0.0242
Si 6.8378 4.1817 30.021 0.0124 -0.0019 0.0068
Si 9.5294 1.4485 29.9852 0.0092 0.0033 0.0199
Si 6.82 9.6052 29.9966 0.0208 0.0094 0.0166
Si 9.5904 6.8925 30.0553 -0.0058 -0.0039 0.0119
Si -0.0385 0.0489 31.3674 -0.0093 0.0003 0.187
Si 2.6841 2.7946 31.3829 0.0084 -0.0127 0.1758
Si 0.0413 5.4845 31.3744 -0.0481 0.0431 0.1869
Si 2.7302 8.2019 31.3746 -0.0501 0.0405 0.1879
Si 5.4586 0.0481 31.3787 -0.0405 0.0242 0.1766
Si 8.1728 2.7718 31.3702 -0.0433 0.0321 0.177
Si 5.4176 5.4911 31.3569 0.0181 -0.0286 0.1818
Si 8.1567 8.2154 31.3698 0.0061 -0.0174 0.1733
Si 1.3359 1.3827 32.7166 -0.0492 0.1454 0.328
Si 4.0816 4.1087 32.7375 -0.1087 0.0744 0.2499
Si 1.4053 6.8036 32.7466 -0.1076 0.1323 0.2861
Si 4.1011 9.5395 32.7217 -0.043 0.1295 0.3218
Si 6.8302 1.3717 32.737 -0.0715 0.1865 0.2755
Si 9.5578 4.1032 32.7161 -0.102 0.0677 0.3016
Si 6.7917 6.8243 32.7103 -0.0266 0.1228 0.2953
Si 9.5161 9.5516 32.7431 -0.0974 0.072 0.2592
Si -0.0145 2.7103 6.9413 0.1138 -0.0818 -0.2774
Si 2.6825 -0.0293 6.8914 0.0574 -0.1157 -0.3542
Si -0.0165 8.126 6.9071 0.0744 -0.1482 -0.3386
Si 2.7348 5.4263 6.9837 0.0535 -0.1488 -0.1773
Si 5.4255 2.6917 6.9151 0.0911 -0.1405 -0.3156
Si 8.1598 -0.0064 6.9748 0.0755 -0.0975 -0.1709
Si 5.4422 8.16 6.9365 0.0767 -0.089 -0.2612
Si 8.1369 5.415 6.8901 0.0661 -0.1146 -0.3412
Si 1.3717 4.0084 8.316 0.014 0.0053 -0.1625
Si 4.0574 1.2904 8.2397 0.0242 -0.0134 -0.2031
Si 1.3376 9.4718 8.2595 0.0191 -0.0026 -0.1932
Si 4.1216 6.7781 8.3198 0.0138 -0.0156 -0.1695
Si 6.8233 4.0066 8.264 0.0194 -0.011 -0.1965
Si 9.522 1.3584 8.3273 0.0131 -0.0192 -0.1777
Si 6.8139 9.4696 8.32 0.021 -0.0065 -0.1715
Si 9.5036 6.7378 8.2468 0.0284 -0.0205 -0.199
Si -0.0299 -0.076 9.6231 -0.0067 -0.0052 -0.0177
Si 2.7219 2.5833 9.6573 -0.0218 0.0011 -0.014
Si -0.092 5.3148 9.6046 -0.0021 0.0004 -0.0094
Si 2.6924 8.1106 9.6334 -0.0158 -0.0083 -0.0238
Si 5.3951 -0.0656 9.6127 -0.0097 -0.0008 -0.0175
Si 8.131 2.6636 9.7229 -0.0042 0.0023 -0.0324
Si 5.5045 5.3576 9.6223 -0.0201 0.0006 -0.0167
Si 8.1814 8.0597 9.6618 -0.0193 -0.0045 -0.0187
Si 1.3702 1.1599 11.0209 0.0097 -0.005 -0.0058
Si 4.1398 3.9593 10.9216 0.0044 0.0013 -0.0074
Si 1.2612 6.6941 10.8666 -0.0028 -0.005 -0.0063
Si 4.0865 9.4432 10.9946 0.0018 0.0055 -0.0086
Si 6.7194 1.2565 11.0151 -0.0056 -0.0049 -0.0051
Si 9.5249 3.9759 11.1227 0.0048 0.0119 -0.0029
Si 6.9284 6.5931 11.0337 -0.0015 -0.0025 -0.0068
Si 9.48 9.4828 11.0011 0.0168 -0.0055 -0.0051
Si -0.0732 2.4143 12.3751 -0.0043 -0.0029 0.0044
Si 2.7516 -0.1464 12.4668 -0.0022 0.0005 0.0037
Si -0.0014 8.0969 12.2628 0.0013 0.0002 0.0094
Si 2.5791 5.2119 12.091 -0.0032 -0.0034 0.0047
Si 5.455 2.6696 12.4175 -0.0016 0.0019 0.0201
Si 7.9475 -0.2081 12.3902 -0.004 -0.0021 0.0087
Si 5.4273 7.9178 12.1917 -0.0068 -0.0057 0.0026
Si 8.2646 5.3359 12.6459 -0.0009 -0.0033 0.0066
Si 1.5306 3.6464 13.4914 -0.0008 0.0089 0.0247
Si 3.8547 1.5332 13.7005 0.0065 -0.0042 0.0301
Si 1.6798 8.982 13.6396 -0.0044 -0.0033 0.0252
Si 3.8319 6.6708 13.3226 0.0044 -0.0083 0.0293
Si 7.0718 3.6568 13.8657 -0.0066 0.0022 0.03
Si 9.1619 1.2738 13.6872 0.0045 -0.0076 0.0307
Si 6.8269 8.9722 13.7055 -0.0059 -0.0043 0.0344
Si 9.4192 7.1218 13.8047 0.0099 0.008 0.0237
Si 21.9345 -4.5263 18.1617 -0.0087 -0.0126 0.0749
Si 35.5611 25.9765 23.4104 -0.0067 0.0041 0.0721
Si -20.535 45.3351 20.4807 -0.0034 0.0007 0.0769
Si -28.5826 -26.6461 16.1636 0.0005 -0.0009 0.0563
Si 11.0129 15.4237 23.1706 0.0082 -0.0006 0.0896
Si 44.9257 23.2505 17.4571 0.0025 -0.0015 0.0741
Si -24.2707 -26.8819 18.6613 0.0031 -0.0029 0.0681
Si 5.4462 8.279 21.7318 -0.0089 -0.0025 0.0853
Si -0.3678 48.1574 20.3532 0.0037 -0.0135 0.0853
Si 9.6593 12.7322 23.9444 -0.005 -0.004 0.0786
Si 18.8541 -12.4203 22.875 0.0007 -0.0038 0.0847
Si 18.6947 43.5525 19.0103 0.01 -0.0005 0.0797
Si -6.9249 0.592 16.6103 -0.0055 0.006 0.0666
Si -16.2364 -21.7918 23.0211 0.004 -0.0079 0.0573
Si -15.1407 -13.7083 19.1346 -0.0108 0.0063 0.0825
Si -1.1834 22.0688 21.4174 -0.0067 -0.0002 0.0862
Si 43.6774 -2.5798 16.1214 -0.0024 -0.0015 0.0643
Si -6.7589 24.1774 21.5591 0.0007 0.0046 0.0859
Si 9.6258 21.8402 16.6165 -0.0091 0.0073 0.0741
Si -16.2482 -8.8097 18.7882 -0.0041 -0.0026 0.0786
Si 1.3573 15.3142 16.3465 -0.0052 -0.0046 0.0647
Si 17.3637 4.3571 16.9268 0.0124 0.0011 0.0757
Si 5.2595 -2.1518 16.4946 0.0059 -0.0073 0.0699
Si -6.7422 -25.8001 23.9993 0 0.0038 0.0748
O 7.1254 10.7423 22.7401 0.0034 -0.0017 -0.0179
O 4.0966 12.4166 25.7004 0 0.0013 -0.0256
O -13.6202 -1.9615 24.431 -0.0091 0.0154 -0.0599
O 9.1001 26.3918 19.5474 -0.0148 0.0108 -0.0326
O -14.1735 -1.5527 19.4104 0.0018 -0.0003 -0.0381
O 0.8997 18.4688 17.3756 0.0002 0.0149 -0.034
O -31.018 46.5187 16.9311 0.0003 0.0145 -0.0334
O 11.2801 0.559 21.135 0.0121 0.0075 -0.0293
O 15.4841 -0.8086 17.0583 0.0001 -0.002 -0.0267
O -16.4265 -24.5071 20.1226 0.014 -0.003 -0.06
O 11.2228 3.1375 20.3308 -0.0014 0.0005 -0.0332
O 21.145 -25.5093 15.2303 -0.0163 -0.013 -0.0444
O 9.986 9.3871 16.7348 0.0061 -0.0078 -0.0241
O 14.0586 -5.2824 24.1166 -0.0046 -0.0091 -0.0303
O -9.9981 15.2607 14.8031 -0.0002 -0.0082 -0.0489
O -14.749 19.108 22.1726 -0.01 -0.0071 -0.027
O 2.3516 0.4974 16.6204 0.0073 -0.0057 -0.0293
O -12.524 12.3312 22.4522 0.0021 -0.0149 -0.0475
O 4.3924 12.5648 17.7172 -0.0127 -0.0132 -0.0424
O -3.6134 -4.2701 19.4645 0.0074 -0.0073 -0.0169
O 8.9439 0.5335 20.0167 -0.0204 0.001 -0.0524
O 58.5503 25.5367 22.4476 0.0091 -0.0169 -0.0377
O 23.361 4.3744 22.5063 -0.0061 0.0004 -0.0331
O -17.3224 38.4936 14.5919 -0.0003 0.0055 -0.0409
O -0.759 4.9821 21.8934 -0.0076 0.0002 -0.0584
O 15.7317 -8.2314 20.1347 0.0189 -0.0029 -0.0628
O -7.5352 8.1124 24.6487 0.0134 -0.0129 -0.0356
O 9.4388 -25.6752 25.5714 0.0031 0.0015 -0.0193
O 16.3252 21.4903 24.6107 0.0061 -0.0038 -0.0688
O 16.8839 9.1385 15.1067 0.0196 0.0066 -0.0557
O 28.2084 24.9533 18.0301 0.0044 0.0177 -0.0409
O 9.522 6.874 18.285 0.0081 0.006 -0.0286
O 2.7107 2.6551 14.0657 -0.0009 -0.0049 -0.0169
O -5.7256 5.2804 17.0982 -0.0085 0.005 -0.0205
O 13.4039 -7.7214 24.5919 -0.002 0.0152 -0.0502
O 1.7358 -20.4172 19.014 0.0017 -0.0059 -0.0672
O -11.041 1.0319 17.2625 -0.0089 -0.0078 -0.0253
O 2.8106 18.7136 13.8685 -0.0008 -0.0003 -0.0132
O 17.1975 19.0383 17.5602 -0.0133 0.0056 -0.0534
O -1.3663 0.4761 15.0599 -0.004 0.0132 -0.0599
O 19.2123 23.9908 24.7635 0.0176 -0.0113 -0.0426
O -19.1251 -5.5115 16.4979 0.0051 0.002 -0.0256
O 4.5869 -3.7554 22.4727 0.0151 0.0159 -0.0488
O 10.565 3.1603 23.8629 0.0047 0.009 -0.0266
O 4.9467 12.2484 22.4768 -0.0117 0.0179 -0.0307
O -21.6136 -27.5985 17.1961 0.0114 -0.0107 -0.0394
O 7.8045 16.0786 17.2831 -0.0139 -0.0097 -0.0374
O -9.4897 31.5005 25.4361 0.0006 0.0015 0.006
O 15.6918 20.5724 22.2102 0.0015 -0.0084 -0.0331
O 20.2442 -12.0573 22.0896 0.0109 0.0109 -0.0282
O -9.7856 -1.712 15.158 0.0136 0.0056 -0.0381
O 32.2546 11.5332 24.6672 -0.0139 0.0152 -0.0415
O 0.2205 5.5733 24.3912 0.0067 -0.0152 -0.0519
O 24.363 1.9472 21.3638 -0.0143 -0.0056 -0.0344
O 8.2574 11.1306 17.4669 0.0168 0.0008 -0.0484
O 17.7045 4.2474 25.5232 -0.0016 0.0033 -0.0048
O -2.6761 -8.3697 14.1259 0.0003 -0.0034 -0.0169
O -10.3128 5.7664 19.6359 0.0022 0.019 -0.0394
O -15.3524 11.6947 19.217 -0.003 0.0042 -0.0353
O -5.4285 17.3228 24.8318 -0.0164 0.0105 -0.0377
O -17.3073 -9.8838 15.1245 -0.0013 0.0092 -0.0551
O -2.7563 18.9714 14.1159 -0.0032 -0.0007 -0.0158
O -4.3682 -6.9758 15.3784 0.0068 -0.0079 -0.0659
O -28.5654 29.3913 16.3995 -0.0035 -0.0052 -0.0239
H 0.5072 2.1974 33.6491 0.361 -0.3618 -0.2131
H 2.138 0.5416 33.6491 -0.1866 0.2867 -0.3117
H 3.2508 4.9215 33.6699 0.44 -0.3078 -0.2244
H 4.8813 3.2655 33.6699 -0.2139 0.266 -0.3279
H 0.5543 7.5951 33.679 0.2781 -0.191 -0.2624
H 2.2124 5.9674 33.679 -0.2985 0.4084 -0.278
H 3.25 10.331 33.6541 0.3131 -0.2031 -0.2536
H 4.9112 8.7062 33.6541 -0.2923 0.3595 -0.2734
H 7.6371 0.5353 33.6695 -0.2766 0.383 -0.296
H 5.9832 2.1676 33.6695 0.3205 -0.2163 -0.2496
H 10.3559 3.2583 33.6486 -0.291 0.3831 -0.2715
H 8.7039 4.8915 33.6486 0.3374 -0.1828 -0.2539
H 7.5941 5.9836 33.6428 -0.23 0.2642 -0.305
H 5.9657 7.6419 33.6428 0.3759 -0.3108 -0.2338
H 8.6862 10.3653 33.6755 0.3741 -0.344 -0.2267
H 10.3169 8.7094 33.6755 -0.1621 0.2706 -0.3245
H 0.8143 1.8955 6.0088 -0.3872 0.233 0.2532
H -0.8126 3.5552 6.0088 0.2733 -0.2883 0.3192
H 3.5336 -0.8207 5.959 -0.3796 0.2026 0.2186
H 1.8804 0.8118 5.959 0.25 -0.3406 0.2719
H 0.8345 7.3345 5.9746 -0.3534 0.2488 0.2014
H -0.8173 8.9683 5.9746 0.2126 -0.3255 0.267
H 1.9277 6.2624 6.0513 0.2433 -0.2939 0.3242
H 3.5656 4.6135 6.0513 -0.3505 0.2916 0.254
H 4.6258 3.535 5.9826 0.2862 -0.3119 0.2683
H 6.2724 1.8958 5.9826 -0.3854 0.2394 0.1986
H 8.9896 -0.8201 6.0424 -0.2666 0.2994 0.2697
H 7.3529 0.83 6.0424 0.2301 -0.3516 0.3028
H 6.2682 7.3425 6.0041 -0.3244 0.2944 0.2593
H 4.632 8.9933 6.0041 0.2491 -0.2864 0.3216
H 8.9909 4.6266 5.9576 -0.3335 0.2804 0.2121
H 7.3345 6.2557 5.9576 0.1891 -0.391 0.2743

Results
free energy: -113759.876 eV
free energy less fixed offsets of H -15.71, O -570.45, Si -639.56 eV per atom: -1.156 eV

The program warned: the cutoff lies below the one the program advises for these potential files; the forces do not sum to zero within the program's tolerance; empty levels may hold ghost states of the PAW files; the exchange-correlation potential is rough where the density is thin.
